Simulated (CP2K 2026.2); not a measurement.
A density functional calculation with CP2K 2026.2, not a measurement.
Periodic cell of 534 atoms, Si358O176, from a study of silicon, its oxide and their interface. The atomic structure is a simulated model.
Doubt: the forces sum to 3.18 eV/angstrom along one axis rather than to zero, so they err by at least 0.0060 eV/angstrom per atom on average; the grid cutoff is modest.

Settings: functional PBE; method Gaussian and plane waves; basis set DZVP-MOLOPT-SR-GTH; pseudopotentials GTH-PBE; grid cutoff 350 Ry, relative cutoff 50 Ry; k points Gamma only; occupations fixed; spin none; net charge 0.

Cell vectors (angstrom)
a 16.32 0 0
b 0 16.32 0
c -0.0879 0.1555 35.2814

Atoms and the computed forces on them: element, x, y, z (angstrom), force x, y, z (eV/angstrom)
Si 15.544 16.32 35.013 0.477 -0.477 0.015
Si 3.333 2.782 34.952 0.295 0.277 0.578
Si 15.732 5.914 0.291 0.3 -0.208 0.807
Si 2.894 7.549 0.025 -0.365 0.325 -0.054
Si 15.943 11.262 35.205 0.141 -0.086 0.713
Si 2.718 13.73 35.276 -0.069 0.107 0.777
Si 5.198 0.311 35.264 0.11 -0.016 0.616
Si 8.339 2.749 35.066 -0.22 0.133 0.748
Si 5.315 5.659 35.2 0.254 -0.139 0.691
Si 8.74 7.944 35.22 -0.287 -0.02 0.692
Si 5.154 11.803 34.755 0.316 0.215 0.522
Si 8.323 13.457 35.106 -0.417 0.478 0.471
Si 10.594 0.585 35.208 0.09 -0.097 0.748
Si 13.153 3.594 35.28 0.03 -0.234 0.706
Si 10.939 5.52 0.34 0.002 -0.045 0.459
Si 13.627 8.247 0.211 -0.252 0.122 0.654
Si 10.621 11.022 0.32 0.267 -0.222 0.806
Si 13.693 13.421 35.281 -0.117 0.115 0.697
Si 1.058 1.582 1.441 0.085 -0.116 0.796
Si 4.238 4.044 1.322 -0.003 0.035 -0.088
Si 1.273 6.729 1.447 -0.074 -0.026 0.02
Si 3.964 9.375 1.078 -0.321 -0.271 0.441
Si 1.34 12.224 1.234 0.014 0.033 -0.025
Si 3.948 15.113 1.346 -0.049 -0.035 0.007
Si 6.886 1.382 1.185 0.009 0.012 -0.037
Si 9.479 4.052 1.364 0.004 -0.04 -0.04
Si 6.972 6.799 1.095 0.038 -0.011 -0.094
Si 9.47 9.435 1.508 -0.059 -0.003 -0.033
Si 6.686 12.405 1.178 -0.024 -0.035 -0.047
Si 9.512 15.047 1.081 0.007 0.007 -0.014
Si 12.247 1.595 1.211 0.051 -0.007 -0.009
Si 14.716 4.319 1.6 -0.02 -0.065 -0.016
Si 12.186 7 1.595 0.019 0.01 -0.043
Si 14.943 9.681 1.451 0.048 0.005 -0.049
Si 12.252 12.225 1.402 0.016 0.024 -0.043
Si 14.872 14.778 1.406 -0.028 -0.044 -0.074
Si 16.204 2.974 2.848 -0.055 0.016 0.005
Si 2.508 0.094 2.676 -0.021 0.051 -0.04
Si 0.006 8.248 2.745 -0.022 0.002 0.039
Si 2.704 5.336 2.67 0.075 -0.033 0.054
Si 0.04 13.566 2.712 0.026 -0.018 0.016
Si 2.716 10.83 2.548 0.009 -0.031 -0.033
Si 5.528 2.68 2.663 -0.017 -0.039 0.026
Si 8.185 16.33 2.58 0 -0.009 0.003
Si 5.497 8.166 2.466 -0.041 -0.058 0.008
Si 8.125 5.456 2.662 0 0.002 0.004
Si 5.387 13.737 2.631 -0.006 0.005 0.005
Si 7.975 10.917 2.59 0.017 0.034 -0.007
Si 10.885 2.77 2.735 0.006 0.035 0.002
Si 13.56 0.086 2.568 -0.018 0.033 0.018
Si 10.821 8.259 2.951 0.04 0.036 0.036
Si 13.477 5.648 2.984 -0.009 0.011 0.056
Si 10.85 13.72 2.573 0 0.016 -0.006
Si 13.586 10.964 2.834 -0.006 -0.031 0.038
Si 1.355 4.169 4.18 0.009 0.017 0.018
Si 4.02 1.402 3.984 -0.043 -0.004 -0.004
Si 1.388 9.582 4.057 0.01 0.033 0.028
Si 4.103 6.816 3.902 -0.033 0.013 -0.019
Si 1.307 14.989 4.083 0.005 0.021 -0.001
Si 4.046 12.268 3.93 -0.024 0.021 -0.02
Si 6.785 4.103 4.047 0.014 0.001 -0.013
Si 9.507 1.367 4.02 0.003 -0.001 -0.021
Si 6.696 9.545 3.987 0.014 -0.006 -0.014
Si 9.436 6.801 4.123 -0.017 -0.032 -0.019
Si 6.781 15.044 3.994 -0.032 -0.008 0.006
Si 9.441 12.312 3.906 0.013 -0.037 -0.025
Si 12.139 4.156 4.176 -0.005 0.011 -0.013
Si 14.895 1.411 4.034 -0.002 0.032 -0.021
Si 12.223 9.628 4.2 0.03 -0.022 0.002
Si 14.969 6.95 4.188 0.002 0.02 -0.012
Si 12.191 15.068 3.98 0.031 0.03 -0.017
Si 14.97 12.31 4.127 0.018 0.029 0.003
Si 16.272 16.356 10.861 0.008 0.011 -0.001
Si 2.683 2.756 10.856 0.008 -0.006 -0.001
Si 16.28 5.499 10.85 -0.007 -0.008 0.007
Si 2.695 8.24 10.856 -0.025 0.008 0.003
Si 16.28 10.946 10.859 0.011 -0.022 -0.006
Si 2.694 13.646 10.842 -0.013 -0.001 -0.013
Si 5.412 0.051 10.844 -0.001 -0.003 -0.007
Si 8.119 2.768 10.851 0.001 0.003 -0.007
Si 5.411 5.499 10.873 0.013 -0.007 0.01
Si 8.134 8.237 10.863 0.002 -0.001 0.003
Si 5.412 10.95 10.849 -0.014 0.008 0.004
Si 8.127 13.669 10.855 0 0.006 0.002
Si 10.82 0.049 10.867 -0.004 -0.002 -0.003
Si 13.541 2.775 10.858 -0.005 0.023 0.006
Si 10.832 5.507 10.839 0.007 0.002 -0.007
Si 13.571 8.231 10.829 0.016 -0.016 -0.009
Si 10.846 10.956 10.868 0.002 -0.004 0.004
Si 13.553 13.661 10.88 -0.001 0.005 -0.001
Si 1.31 1.391 12.215 -0.011 -0.013 0.002
Si 4.047 4.122 12.212 -0.018 0.009 0.009
Si 1.313 6.886 12.191 0.018 0.009 -0.006
Si 4.05 9.604 12.216 0.012 -0.017 -0.005
Si 1.332 12.295 12.211 0.008 0.015 0.004
Si 4.057 15.004 12.202 -0.01 -0.003 -0.003
Si 6.776 1.403 12.219 0.011 0.016 0.002
Si 9.481 4.137 12.2 -0.007 -0.007 -0.001
Si 6.786 6.867 12.222 -0.016 -0.001 0.003
Si 9.499 9.596 12.236 0.004 -0.008 0.006
Si 6.771 12.311 12.211 -0.003 -0.011 -0.008
Si 9.487 15.006 12.247 0.005 0.018 -0.004
Si 12.164 1.424 12.217 0.001 -0.01 -0.005
Si 14.895 4.148 12.201 0.012 -0.002 0.003
Si 12.206 6.87 12.181 -0.016 -0.003 -0.006
Si 14.915 9.583 12.215 -0.008 0 0.012
Si 12.195 12.309 12.257 0.016 0.001 0.003
Si 14.913 15.006 12.246 -0.011 -0.003 0.007
Si 16.233 2.758 13.535 -0.019 0.011 0.005
Si 2.678 16.334 13.563 -0.011 0.007 -0.004
Si 16.268 8.221 13.579 0.021 -0.018 0.004
Si 2.683 5.528 13.518 -0.021 -0.008 0
Si 16.284 13.618 13.589 -0.012 0.011 0.006
Si 2.689 10.954 13.592 -0.003 -0.004 0.014
Si 5.417 2.761 13.575 0.005 0.003 0.008
Si 8.141 16.379 13.604 0.004 -0.022 -0.002
Si 5.432 8.256 13.555 0 0.012 -0.004
Si 8.154 5.501 13.576 0.01 0.002 0
Si 5.416 13.659 13.584 0.024 0.006 -0.015
Si 8.146 10.987 13.583 0.003 0.01 -0.006
Si 10.809 2.782 13.592 0.01 0.018 -0.001
Si 13.502 16.365 13.565 -0.011 0.025 -0.003
Si 10.889 8.228 13.571 0.019 -0.004 0.001
Si 13.526 5.505 13.566 0.011 -0.015 0.006
Si 10.832 13.658 13.645 0.005 -0.009 0.005
Si 13.566 10.936 13.599 -0.007 -0.001 0.001
Si 1.268 4.178 14.811 0.011 0.007 -0.024
Si 4.042 1.376 14.902 -0.017 -0.007 0.021
Si 1.313 9.59 14.936 -0.012 0.003 -0.004
Si 4.064 6.884 14.871 0.008 0.006 -0.019
Si 1.336 14.955 14.94 0.027 -0.009 0.01
Si 4.071 12.304 14.962 -0.01 -0.005 0.035
Si 6.786 4.139 14.926 0.027 -0.019 -0.001
Si 9.474 1.43 14.995 -0.006 -0.006 0.005
Si 6.801 9.618 14.915 -0.045 -0.028 -0.021
Si 9.564 6.844 14.92 0.003 -0.003 0.005
Si 6.795 14.998 14.948 0.012 0.001 -0.019
Si 9.468 12.313 15.031 -0.01 -0.011 0.017
Si 12.168 4.144 14.944 -0.014 0.018 0.008
Si 14.837 1.413 14.902 0.022 0.033 -0.007
Si 12.207 9.597 14.979 0.001 -0.009 -0.001
Si 14.862 6.879 14.928 0 0.017 0.023
Si 12.184 15.034 15.002 0.004 0.018 0.004
Si 14.936 12.262 14.981 -0.009 -0.017 0.002
Si 16.221 16.343 16.169 -0.04 0.017 0.001
Si 2.66 2.847 16.103 -0.003 -0.002 -0.015
Si 16.194 5.451 16.216 0.001 -0.053 0.013
Si 2.703 8.222 16.232 0.008 -0.003 0.001
Si -0.039 10.885 16.382 0.002 -0.029 0.003
Si 2.684 13.599 16.368 -0.033 0 0.023
Si 5.403 16.315 16.275 0.006 -0.001 0.006
Si 8.097 2.787 16.355 0.02 0.012 0.002
Si 5.465 5.577 16.224 -0.025 0.018 0.031
Si 8.23 8.271 16.194 0.024 0.03 -0.012
Si 5.475 10.968 16.315 0.054 0.018 0.015
Si 8.129 13.71 16.418 -0.003 0.003 0.002
Si 10.828 0.087 16.399 0.006 -0.001 -0.029
Si 13.469 2.746 16.31 0.01 -0.043 -0.011
Si 10.878 5.504 16.369 -0.011 -0.008 0.032
Si 13.576 8.266 16.362 0.023 -0.016 -0.003
Si 10.832 10.921 16.37 -0.004 -0.006 -0.011
Si 13.575 13.648 16.311 0.02 0.005 -0.005
Si 1.225 1.507 17.354 -0.033 0.067 -0.025
Si 4.022 4.205 17.442 0.009 0.015 -0.047
Si 1.239 6.858 17.466 0.061 0.048 -0.016
Si 4.114 9.552 17.597 -0.001 -0.019 -0.015
Si 1.373 12.161 17.761 0.056 0.049 0.001
Si 4.074 14.978 17.689 0.007 0.024 0
Si 6.652 1.412 17.656 0.043 -0.029 0.011
Si 9.489 4.139 17.723 -0.016 -0.004 -0.031
Si 6.917 6.939 17.526 0.036 -0.004 -0.031
Si 9.491 9.514 17.734 0.008 -0.015 0.033
Si 6.797 12.31 17.781 -0.014 -0.028 -0.039
Si 9.438 15.13 17.817 -0.042 -0.016 0.014
Si 12.186 1.414 17.808 0.016 0.025 0.025
Si 14.82 4.102 17.631 0.041 0.017 -0.002
Si 12.25 6.908 17.734 -0.012 -0.012 0.002
Si 14.93 9.562 17.829 -0.002 -0.044 0.012
Si 12.181 12.33 17.676 -0.025 0.022 0.032
Si 14.995 14.973 17.64 0.007 -0.012 -0.006
Si 16.178 2.661 18.884 -0.03 -0.068 0.094
Si 2.663 0.288 18.639 0.038 -0.023 -0.011
Si 0.034 8.06 19.068 -0.055 0.044 0.102
Si 2.54 5.433 18.725 -0.062 -0.019 0.02
Si 0.105 13.655 19.045 -0.029 0.02 0.007
Si 2.72 10.684 19.1 -0.054 -0.001 0.038
Si 5.215 2.847 18.865 -0.016 -0.027 0.068
Si 8.027 0.229 19.179 0.27 0.176 -0.375
Si 5.631 8.295 18.887 0.307 0.464 -0.284
Si 8.132 5.599 19.007 0.071 -0.043 0.025
Si 5.241 13.451 19.152 0.008 0.035 0.085
Si 8.161 10.89 19.108 0.03 0.005 -0.007
Si 10.805 2.79 19.199 -0.043 -0.03 0.057
Si 13.651 16.318 19.053 0 -0.023 0.058
Si 10.827 8.157 19.161 0.022 0 0.003
Si 13.63 5.538 19.073 0.003 0.012 0.069
Si 10.936 13.805 19.076 0.317 0.219 -0.443
Si 13.527 11.025 19.102 0.008 -0.019 0.031
Si 1.213 4.104 20.017 -0.026 -0.027 -0.442
Si 3.459 1.937 20.142 0.059 0.093 -0.735
Si 1.923 8.782 20.255 0.124 -0.14 -0.752
Si 3.394 6.868 20.308 -0.689 0.1 -0.286
Si 1.485 15.298 20.074 0.006 -0.249 -0.637
Si 4.199 11.786 20.527 -0.212 0.166 -0.743
Si 6.689 4.125 20.084 -0.066 0.26 -0.642
Si 8.961 1.935 20.492 0.412 -0.238 -0.637
Si 6.62 9.769 20.416 0.133 -0.23 -0.649
Si 9.704 6.532 20.54 -0.105 0.197 -0.694
Si 6.068 14.701 20.919 -0.591 -0.008 -0.285
Si 9.534 11.681 20.832 -0.269 -0.241 -0.407
Si 12.063 4.386 20.355 -0.032 -0.061 -0.586
Si 15.396 0.918 20.27 -0.164 0.268 -0.846
Si 11.99 9.774 20.404 -0.006 -0.021 -0.71
Si 15.391 6.408 20.465 -0.128 0.057 -0.716
Si 12.517 14.82 20.449 -0.105 0.234 -0.679
Si 14.75 12.632 20.35 0.055 -0.072 -0.753
Si 14.908 1.044 23.339 0.063 -0.033 -0.155
Si 16.125 13.873 27.114 -0.101 0.147 0.024
Si 1.258 1.979 24.684 -0.013 -0.096 0.016
Si 1.471 9.458 23.365 0.141 0.039 -0.108
Si 2.664 15.242 26.937 -0.016 0.017 -0.031
Si 3.729 0.448 24.462 0.101 0.051 -0.041
Si 4.06 15.745 21.701 0.332 -0.293 -0.513
Si 9.192 1.423 23.653 -0.094 -0.062 -0.074
Si 7.635 7.804 22.579 0.115 -0.039 -0.043
Si 5.212 5.757 22.303 -0.122 0.081 -0.217
Si 2.771 12.091 23.368 -0.014 -0.08 -0.121
Si 8.171 13.392 22.892 0.006 0.057 -0.106
Si 11.337 14.551 25.179 -0.013 0.181 -0.7
Si 14.111 15.878 25.593 -0.074 0.009 -0.028
Si 13.566 3.704 22.981 0.077 -0.06 -0.243
Si 0.643 8.323 27.619 -0.1 0.183 0.133
Si 13.545 7.945 22.509 0.106 -0.057 -0.152
Si 16.119 11.831 23.082 0.076 0.111 -0.108
Si 5.518 1.669 31.036 -0.014 0 0.118
Si 3.306 5.515 29.249 -0.064 0.071 0.114
Si 1.542 6.853 25.209 0.025 -0.17 -0.15
Si 1.016 10.007 29.797 0.004 -0.026 0.136
Si 14.681 4.296 30.277 -0.092 -0.057 0.064
Si 14.938 13.617 29.983 -0.044 0.02 0.058
Si 7.343 7.379 25.631 -0.093 0.108 -0.083
Si 10.621 2.901 25.715 0.034 -0.029 -0.052
Si 4.606 5.891 25.171 0.089 0.192 -0.102
Si 11.95 5.879 24.034 0.057 0.156 0.013
Si 6.612 0.497 25.413 0.117 0.128 -0.037
Si 10.734 15.22 23.086 0.368 -0.432 0.37
Si 7.015 13.774 25.74 0.146 0.002 0.007
Si 15.851 4.438 24.652 -0.169 -0.076 0.064
Si 12.282 7.049 26.693 -0.125 -0.071 -0.133
Si 14.453 6.953 28.729 0.068 0.055 -0.077
Si 13.913 16.212 30.626 0.146 0.039 0.178
Si 13.447 9.454 25.245 -0.018 -0.05 -0.188
Si 4.115 12.839 26.054 0.084 -0.024 -0.051
Si 1.013 15.783 33.555 -0.625 0.085 -0.104
Si 2.398 10.518 27.475 -0.149 0.107 -0.024
Si 1.807 4.081 32.66 -0.148 0.12 0.239
Si 14.916 11.81 25.673 -0.08 0.028 0.026
Si 2.036 7.272 33.177 0.093 0.079 0.595
Si 2.394 1.699 27.538 -0.044 0.049 -0.08
Si 9.816 1.425 28.214 0.229 -0.109 0.069
Si 0.189 9.595 32.534 -0.028 0.033 0.161
Si 8.247 10.757 30.299 -0.132 0.005 0.084
Si 2.951 0.278 31.719 -0.085 0.046 -0.001
Si 10.603 12.202 28.764 0.002 -0.088 -0.092
Si 9.388 14.768 27.461 -0.069 0.014 -0.089
Si 13.715 2.621 26.245 0.038 -0.022 -0.216
Si 9.305 8.669 32.379 -0.032 0.001 0.16
Si 9.828 5.814 25.874 -0.012 0.016 -0.03
Si 12.091 11.814 26.121 -0.083 0.027 0.08
Si 14.588 9.444 30.321 0.102 0.059 0.034
Si 4.33 7.465 31.224 0.089 -0.054 0.082
Si 7.184 8.314 28.493 0.314 0.059 0.139
Si 6.676 4.157 32.712 0.015 0.001 0.205
Si 0.366 15.531 31.379 0.146 -0.004 0.521
Si 4.735 3.683 27.435 -0.013 -0.067 0.077
Si 6.924 1.95 28.189 0.012 -0.156 0.098
Si 7.333 6.724 31.064 -0.147 0.003 0.023
Si 4.117 8.23 28.507 -0.063 0.029 0.263
Si 5.532 15.423 32.468 -0.043 0.036 0.106
Si 11.882 9.777 33.186 0.074 -0.068 0.052
Si 12.703 2.392 29.158 -0.173 0.023 -0.068
Si 1.254 3.585 29.758 -0.142 0.129 0.08
Si 6.912 12.729 32.442 0.118 -0.133 0.239
Si 15.303 4.192 33.228 -0.125 -0.162 0.195
Si 12.928 15.791 33.525 0.119 -0.05 0.299
Si 12.823 11.496 30.745 -0.092 0.125 0.035
O 13.108 14.234 33.978 -0.435 -0.075 -0.611
O 2.022 2.089 0.253 -0.006 0.108 -0.158
O 3.018 3.562 33.581 0.301 0.041 -0.244
O 1.753 5.024 29.154 -0.342 0.421 -0.303
O 15.815 5.422 34.115 0.221 0.141 -0.097
O 0.377 3.379 33.051 -0.049 -0.569 0.274
O 4.107 6.723 34.967 -0.063 0.035 -0.169
O 4.623 10.312 35.109 -0.008 -0.256 -0.332
O 13.888 14.83 29.806 -0.707 -0.039 -0.324
O 0.21 10.496 33.878 0.258 0.113 -0.178
O 3.867 12.797 34.569 -0.027 0.199 -0.313
O 1.814 14.483 34.149 -0.294 -0.072 -0.309
O 5.751 15.628 34.077 0.488 -0.403 -0.003
O 4.355 1.56 34.591 -0.057 0.122 -0.494
O 7.79 3.444 33.684 0.325 0.247 -0.228
O 5.908 3.013 31.855 -0.279 0.18 -0.233
O 5.728 4.994 33.751 -0.315 0.012 -0.13
O 6.006 1.633 29.493 -0.13 -0.035 -0.248
O 7.285 5.185 31.601 0.361 -0.24 -0.464
O 3.532 6.751 28.242 -0.324 -0.06 -0.693
O 5.927 7.424 31.551 0.1 0.39 0.462
O 5.936 11.764 33.326 0.153 -0.257 -0.212
O 8.006 13.364 33.49 0.176 0.226 -0.223
O 6.134 14.042 31.918 -0.174 0.041 -0.405
O 9.476 1.644 34.619 0.038 -0.05 -0.399
O 11.462 16.307 33.96 0.022 -0.229 -0.454
O 13.224 3.56 30.173 -0.386 0.059 0.335
O 14.102 3.36 33.952 0.151 -0.145 -0.268
O 9.841 6.75 34.826 0.146 0.064 -0.213
O 11.978 4.703 34.852 -0.03 0.084 -0.525
O 14.678 7.305 35.146 0.216 0.089 -0.36
O 13.007 9.027 34.077 0.19 -0.091 -0.482
O 9.472 12.341 35.262 0.057 -0.047 0.115
O 10.921 10.592 34.161 -0.251 0.189 -0.433
O 14.818 12.359 34.711 -0.102 0.1 -0.375
O 14.141 0.322 34.208 -0.12 0.413 0.038
O 16.243 12.467 26.307 0.577 -0.452 -0.286
O 0.824 3.501 24.388 0.331 0.306 -0.21
O 4.025 1.035 21.372 0.361 0.052 0.191
O 2.348 3.052 20.706 -0.147 0.161 0.629
O 1.681 9.03 21.839 -0.14 -0.15 0.28
O 0.083 10.278 23.412 -0.405 -0.269 0.085
O 3.739 6.272 21.804 -0.288 0.111 0.39
O 4.907 7.125 19.773 0.148 -0.131 -0.151
O 15.195 14.948 26.339 0.125 0.057 0.098
O 0.303 16.241 20.693 -0.136 -0.009 0.58
O 3.55 12.275 21.948 -0.174 0.129 0.277
O 2.666 15.006 21.191 0.079 -0.49 0.124
O 5.805 4.6 21.363 -0.058 -0.316 -0.03
O 7.864 3.126 20.594 -0.038 0.206 0.231
O 10.404 0.357 23.72 0.175 0.29 0.434
O 9.009 1.53 22.058 0.116 -0.011 0.074
O 5.445 10.796 20.936 0.152 0.057 0.188
O 7.375 9.183 21.754 0.097 0.336 0.365
O 10.858 5.397 20.935 -0.076 -0.093 0.197
O 8.946 7.09 21.894 0.211 -0.224 0.165
O 6.822 13.861 22.106 -0.107 -0.075 0.447
O 7.118 15.796 20.327 -0.084 0.277 0.139
O 8.736 12.016 22.217 -0.253 -0.536 0.466
O 10.81 10.691 21.114 0.091 0.054 0.254
O 13.122 3.668 21.422 0.239 -0.36 0.104
O 14.896 4.593 23.322 0.262 0.541 -0.446
O 0.082 1.124 23.956 0.331 -0.313 0.173
O 14.831 1.22 21.75 -0.401 0.011 0.224
O 12.918 9.061 21.536 0.345 0.082 0.086
O 13.878 8.667 23.91 0.425 0.315 0.045
O 0.206 5.216 20.819 -0.067 -0.189 0.321
O 14.811 7.195 21.805 0.228 0.151 0.195
O 10.087 13.099 20.295 -0.382 0.235 0.04
O 13.657 13.723 20.921 -0.167 -0.132 0.24
O 14.966 12.299 24.116 -0.34 0.298 -0.216
O 15.523 11.95 21.6 -0.03 -0.346 0.122
O 6.902 0.845 26.983 0.112 -0.251 0.194
O 1.227 12.62 23.206 -0.121 0.319 -0.13
O 1.259 14.523 27.225 0.084 -0.086 0.311
O 4.071 15.708 23.302 0.284 -0.357 0.329
O 1.334 1.748 26.296 -0.437 -0.211 0.125
O 0.27 5.855 24.941 -0.159 0.326 0.231
O 1.357 8.162 24.283 -0.002 0.065 -0.084
O 2.714 1.652 24.043 0.228 0.293 -0.285
O 1.969 11.026 28.975 0.215 0.449 0.278
O 15.536 13.363 28.522 0.171 -0.249 -0.175
O 3.821 14.125 27.001 0.553 0.196 0.308
O 2.827 15.884 25.47 -0.317 -0.093 -0.101
O 6.291 3.279 27.53 0.501 0.287 -0.447
O 3.198 11.651 26.678 -0.168 -0.035 -0.071
O 4.601 4.782 26.304 0.056 0.068 -0.213
O 7.808 1.021 24.426 -0.088 0.232 0.049
O 6.301 6.94 22.344 -0.059 0.165 -0.223
O 3.458 9.317 27.563 0.287 -0.141 -0.461
O 8.237 6.031 25.848 -0.109 -0.388 0.064
O 5.034 5.18 23.787 0.148 -0.411 0.28
O 3.58 12.904 24.513 0.285 0.417 -0.121
O 2.665 10.503 23.762 0.412 -0.375 0.208
O 7.953 14.065 27.058 -0.339 -0.255 0.521
O 5.753 12.771 26.057 0.074 -0.369 -0.006
O 9.31 14.532 22.69 -0.337 0.28 -0.433
O 12.657 15.233 25.833 0.187 0.151 0.527
O 11.726 15.343 21.793 0.155 0.119 0.085
O 14.315 15.993 23.968 -0.278 -0.35 -0.063
O 12.254 4.365 23.631 -0.25 -0.474 0.298
O 13.887 2.275 23.688 -0.358 -0.014 0.471
O 1.023 9.785 26.923 -0.19 0.359 -0.631
O 13.014 6.654 28.058 -0.19 -0.045 0.173
O 12.296 10.596 25.063 -0.487 -0.136 -0.519
O 12.406 6.845 22.832 -0.225 -0.233 -0.194
O 15.022 9.575 31.888 -0.34 0 0.346
O 13.442 2.868 27.813 0.269 0.125 -0.043
O 3.896 1.444 31.106 -0.191 0.292 -0.057
O 2.795 0.177 27.941 0.344 0.004 0.693
O 8.674 7.35 31.714 0.319 -0.262 0.018
O 7.841 13.156 24.468 0.167 -0.323 0.139
O 1.73 2.386 28.815 -0.224 -0.219 0.282
O 1.418 7.224 26.763 0.247 -0.288 0.283
O 4.026 8.58 30.086 -0.362 0.491 0.051
O 1.217 10.157 31.392 0.342 0.494 0.125
O 14.918 5.515 29.253 0.189 -0.127 -0.139
O 1.229 8.491 29.159 0.138 -0.566 0.307
O 2.133 0.631 33.111 0.025 0.6 0.136
O 1.78 16.059 30.708 0.234 -0.161 -0.779
O 12.22 2.746 25.625 0 -0.003 -0.216
O 3.074 6.385 24.98 0.076 0.229 -0.388
O 7.799 8.04 24.191 0.188 0.258 0.12
O 6.466 15.217 25.267 -0.199 0.056 -0.341
O 7.409 11.902 31.127 -0.216 0.006 -0.164
O 5.752 7.014 25.525 -0.261 0.214 0.002
O 9.279 11.447 29.274 -0.145 -0.254 -0.105
O 10.933 8.649 32.487 0.321 -0.525 -0.508
O 5.145 1.062 24.983 -0.174 0.314 -0.224
O 10.222 13.699 28.331 0.113 0.395 0.05
O 9.819 2.765 24.308 -0.166 0.375 -0.147
O 11.282 12.945 25.337 -0.377 -0.26 -0.444
O 11.099 2.079 29.009 -0.261 0.201 0.408
O 10.08 15.105 26.046 -0.311 0.227 -0.245
O 12.763 6.155 25.418 0.658 -0.376 -0.159
O 14.246 1.081 26.143 0.198 -0.001 0.159
O 10.669 6.861 26.815 -0.414 0.166 0.457
O 10.378 6.039 24.353 -0.201 0.366 -0.572
O 14.783 10.2 25.787 0.573 -0.261 0.047
O 14.376 7.886 30.035 -0.156 -0.391 0.517
O 15.458 0.233 31.015 0.15 0.461 0.148
O 13.591 12.385 26.427 0.179 0.3 0.502
O 15.438 7.748 27.699 -0.225 0.315 -0.436
O 13.312 1.008 29.681 0.005 -0.199 -0.216
O 4.265 4.281 28.857 0.191 -0.04 0.172
O 2.049 3.547 31.164 0.426 -0.432 -0.304
O 16.035 1.171 0.591 -0.335 0.473 0.207
O 12.781 8.537 26.376 -0.274 0.183 0.302
O 15.984 3.377 29.958 0.003 -0.635 0.102
O 1.815 5.709 32.762 -0.227 -0.107 -0.245
O 7.51 7.014 29.456 -0.077 -0.373 -0.229
O 15.749 10.217 29.481 -0.284 0.57 -0.604
O 16.206 14.053 30.902 0.326 -0.419 -0.033
O 0.674 8.081 32.825 -0.299 -0.372 -0.254
O 3.76 2.441 27.096 0.14 -0.38 -0.561
O 8.451 2.17 28.686 -0.107 0.371 0.167
O 6.21 0.387 31.756 0.608 0.154 -0.122
O 8.557 8.781 33.826 -0.269 0.454 -0.145
O 3.37 7.856 32.444 0.336 0.608 0.135
O 3.84 6.007 30.698 -0.121 -0.567 0.243
O 7.779 8.262 26.957 0.21 0.426 -0.017
O 3.955 15.382 32.105 -0.164 -0.672 -0.032
O 11.621 12.268 30.02 -0.004 0.478 0.14
O 8.993 9.958 31.476 0.385 0.271 0.212
O 10.211 4.325 26.364 0.1 -0.005 0.597
O 9.482 16.146 28.342 -0.231 -0.106 0.307
O 10.068 1.709 26.65 -0.323 -0.192 -0.381
O 13.013 15.993 31.944 -0.431 0.004 -0.33
O 7.466 9.675 29.355 -0.045 -0.034 0.064
O 5.648 8.231 28.127 -0.227 -0.192 -0.29
O 14.857 3.726 25.776 0.103 0.132 0.236
O 14.783 4.766 31.819 -0.151 0.353 0.013
O 14.156 12.423 30.738 0.234 -0.063 0.314
O 11.311 11.451 27.499 0.119 -0.69 0.211
O 12.464 10.939 32.219 0.238 0.248 0.012
O 13.2 10.155 29.926 -0.461 -0.27 -0.733
Si 16.257 0.053 5.409 0 -0.009 0.005
Si 2.716 2.745 5.436 -0.02 -0.007 -0.017
Si -0.001 5.548 5.501 0.014 -0.006 -0.006
Si 2.758 8.179 5.35 0.005 -0.031 -0.024
Si 0.012 10.931 5.442 0.002 -0.026 0.009
Si 2.713 13.62 5.369 -0.011 -0.017 -0.003
Si 5.389 0.054 5.362 -0.007 -0.01 -0.021
Si 8.147 2.745 5.391 0.019 0.021 -0.004
Si 5.407 5.483 5.367 -0.031 0.02 -0.012
Si 8.072 8.223 5.396 0.01 -0.002 -0.006
Si 5.372 10.925 5.355 0 -0.002 -0.001
Si 8.122 13.651 5.342 0.012 0.019 -0.012
Si 10.848 0.042 5.41 -0.002 0.011 -0.001
Si 13.549 2.76 5.44 0.031 0.004 -0.03
Si 10.782 5.484 5.519 0.014 0.015 0.037
Si 13.583 8.268 5.532 -0.001 -0.014 0.023
Si 10.79 11.017 5.4 -0.032 0.018 -0.011
Si 13.56 13.712 5.384 -0.021 -0.011 -0.006
Si 1.324 1.394 6.771 0.026 -0.016 0.014
Si 4.058 4.142 6.768 -0.022 0.01 0.008
Si 1.388 6.894 6.799 -0.007 0.004 0.019
Si 4.051 9.567 6.749 -0.015 0.007 0.003
Si 1.352 12.308 6.779 0.003 -0.009 -0.003
Si 4.061 14.994 6.736 0.001 -0.005 -0.005
Si 6.748 1.412 6.74 -0.017 0.004 -0.015
Si 9.443 4.098 6.828 0.001 0.004 0.006
Si 6.737 6.852 6.762 -0.01 -0.003 -0.014
Si 9.456 9.598 6.743 0.011 -0.013 0
Si 6.76 12.287 6.709 0.005 -0.009 0.011
Si 9.473 14.997 6.744 0.004 -0.013 0.004
Si 12.187 1.407 6.793 -0.003 -0.018 0
Si 14.931 4.13 6.786 -0.004 0.005 -0.011
Si 12.192 6.864 6.816 0.008 0 -0.002
Si 14.96 9.62 6.841 0.005 -0.015 0.004
Si 12.186 12.352 6.753 -0.001 0.01 -0.005
Si 14.906 15.034 6.787 -0.016 0.015 0.015
Si 16.292 2.766 8.142 0.002 -0.008 -0.003
Si 2.691 16.347 8.116 -0.02 0 -0.004
Si 0.002 8.235 8.157 0.011 0.004 -0.002
Si 2.706 5.494 8.151 0.014 0.011 0.001
Si 16.283 13.661 8.127 -0.004 -0.006 -0.008
Si 2.699 10.931 8.123 -0.023 -0.004 0.005
Si 5.411 2.776 8.126 0.011 0.015 -0.007
Si 8.11 0.046 8.098 -0.007 0.009 -0.004
Si 5.402 8.22 8.133 -0.002 -0.016 0.007
Si 8.092 5.5 8.143 -0.001 -0.018 0.001
Si 5.421 13.646 8.102 -0.012 -0.002 -0.007
Si 8.108 10.948 8.117 0.003 0.008 -0.008
Si 10.829 2.755 8.159 -0.001 0.016 0.004
Si 13.55 0.059 8.157 0.01 -0.001 -0.001
Si 10.824 8.251 8.131 0.003 -0.004 -0.007
Si 13.562 5.489 8.145 -0.008 0.001 -0.001
Si 10.833 13.676 8.141 0.011 0.001 0.008
Si 13.551 10.986 8.132 0.023 -0.002 -0.009
Si 1.33 4.131 9.5 -0.008 0.01 0
Si 4.044 1.405 9.478 -0.002 0.002 -0.006
Si 1.34 9.601 9.508 0.001 0.002 0.001
Si 4.056 6.862 9.511 -0.014 0.004 0.007
Si 1.324 15.009 9.493 0.008 0 0.005
Si 4.06 12.296 9.473 0.011 -0.017 -0.002
Si 6.752 4.134 9.506 -0.014 0.015 0.001
Si 9.461 1.39 9.492 0.003 -0.001 -0.007
Si 6.766 9.583 9.491 -0.006 -0.009 0.004
Si 9.47 6.873 9.484 -0.001 -0.012 -0.003
Si 6.768 15.012 9.476 0.013 -0.002 -0.01
Si 9.477 12.301 9.491 0.007 -0.003 -0.001
Si 12.191 4.133 9.496 0.013 -0.007 0.002
Si 14.918 1.415 9.509 -0.007 -0.001 0.002
Si 12.198 9.607 9.488 -0.004 -0.002 -0.002
Si 14.936 6.861 9.482 0.021 -0.006 -0.006
Si 12.192 15.02 9.515 -0.002 0.015 0.011
Si 14.917 12.318 9.506 -0.014 0.016 0.01

Results
total energy: -115452.220 eV
total energy less fixed offsets of O -438.35, Si -107.03 eV per atom: 14.120 eV
